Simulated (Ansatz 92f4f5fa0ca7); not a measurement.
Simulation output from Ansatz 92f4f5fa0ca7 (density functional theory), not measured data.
Periodic cell of 288 atoms, Si144O112H32, with a vacuum gap, from a study of silicon, its oxide and their interface. The atomic structure is a simulated model.

Settings: functional r2SCAN; potential files Ansatz PAW; basis plane waves; wave-function cutoff 800 eV; density cutoff ratio 5; exchange-correlation grid ratio 1; k mesh 1 x 1 x 1, shifted by 0.5 0.5 0 of a step; self-consistency stop 1e-11 eV per atom in the density residual; occupations fixed; spin none; net charge 0; applied field sawtooth along c, amplitude -0.015 V/angstrom in the program's sign convention, ramp centred at 0.9901 of c and 0.0198 of c wide, no dipole correction.

Cell vectors (angstrom)
a	10.88	0	0
b	0	10.88	0
c	0	0	50.4244

Atoms and the computed forces on them: element, x, y, z (angstrom), force x, y, z (eV/angstrom)
Si	6.9544	3.1957	36.8531	-0.0091	0.0066	-0.0106
Si	9.6497	5.8738	36.8155	-0.0018	0.0045	-0.007
Si	6.4468	9.1473	36.7294	0.0072	-0.006	-0.0061
Si	9.118	0.979	36.8102	0.0065	-0.004	-0.0074
Si	0.9506	3.6632	36.7968	0.0077	-0.0043	-0.0082
Si	3.6723	6.4429	36.7588	0.0053	-0.0087	-0.0095
Si	12.3049	8.6122	36.7049	-0.0105	0.0019	-0.0056
Si	4.1944	0.4301	36.7506	0.0003	0.0046	-0.0091
Si	8.0867	4.7542	38.1583	0.0094	-0.0039	-0.0152
Si	10.78	7.4793	38.0841	0.0003	-0.0066	-0.0121
Si	7.9844	-0.6101	38.0979	-0.0076	0.0083	-0.0093
Si	10.7024	2.1045	38.1261	-0.0078	0.0089	-0.0093
Si	2.5551	4.8289	38.0584	-0.0034	0.009	-0.0154
Si	5.2873	7.5597	38.0462	-0.0001	0.0121	-0.0113
Si	13.471	10.184	38.0391	0.0055	-0.0004	-0.01
Si	5.3217	2.0318	38.064	0.0015	-0.0023	-0.0156
Si	6.6589	6.1625	39.3781	0.0018	-0.0036	0.0078
Si	9.3843	8.8706	39.3768	0.0031	-0.0044	0.0075
Si	6.6486	0.7181	39.5013	0.0044	-0.0032	0.0087
Si	9.3981	3.4263	39.5591	-0.0013	-0.0035	-0.0009
Si	12.1131	6.1518	39.495	-0.0001	-0.0051	0.0043
Si	14.819	8.875	39.4662	0.0029	-0.0065	0.0006
Si	12.1118	11.5803	39.3751	-0.0019	-0.0043	0.0065
Si	3.9431	3.4345	39.3643	0.0022	-0.0041	0.0076
Si	5.3055	4.7916	40.7397	-0.0024	-0.0126	0.0272
Si	8.023	7.5141	40.7438	0.0069	-0.0084	0.0302
Si	5.2867	10.234	40.8224	0.0032	-0.0041	0.0173
Si	8.0128	2.0656	40.8525	0.0047	-0.0031	0.0109
Si	10.7601	4.8013	40.8548	0.0015	-0.0001	0.0084
Si	13.4761	7.5143	40.8226	-0.0072	-0.0116	0.0155
Si	10.7481	10.2266	40.7445	0.0046	-0.0001	0.0279
Si	13.4669	2.071	40.7381	0.004	-0.0025	0.026
Si	1.3448	-1.3956	9.5898	-0.0044	-0.0056	-0.0182
Si	4.1159	1.3518	9.6107	0.002	0.0046	-0.0165
Si	1.3492	4.0849	9.6392	-0.0045	0.0017	-0.0115
Si	4.0877	-4.0694	9.648	-0.0094	-0.0019	-0.0135
Si	6.8131	-1.3328	9.7065	0.0027	0.0049	-0.028
Si	-1.389	1.3344	9.6717	0.0015	0.0023	-0.0234
Si	6.815	4.061	9.5979	0.0035	0.0022	-0.0157
Si	-1.3606	6.83	9.6182	-0.0016	-0.0061	-0.0138
Si	2.7425	-0.0576	10.8791	0.0001	0.0063	-0.006
Si	5.5066	2.6834	10.971	-0.006	0.0046	-0.0049
Si	2.7124	5.4542	10.9796	-0.0009	-0.0003	-0.0125
Si	5.4415	-2.7105	11.0306	-0.0038	-0.0019	-0.0108
Si	-2.7141	0.0059	11.128	0.0023	0.006	-0.0078
Si	-0.0183	2.7074	10.9758	-0.0012	-0.0001	-0.0116
Si	8.1324	5.4732	10.9215	0.0008	-0.0057	-0.0083
Si	-0.0205	-2.6955	10.9997	0.0056	-0.0031	-0.01
Si	1.3911	1.2933	12.2056	0.0117	0.0009	0.0124
Si	4.1317	4.0935	12.2416	0.0061	-0.0084	0.0139
Si	1.3509	-4.0693	12.3326	-0.0074	0.003	0.014
Si	4.0366	-1.3778	12.3465	-0.004	0.0031	0.0157
Si	-4.089	1.355	12.5028	-0.0035	0.0064	0.0119
Si	-1.4024	4.1056	12.2573	-0.0014	0.0076	0.0176
Si	6.8066	-4.067	12.3698	0.0055	-0.0061	0.0154
Si	-1.3369	-1.3612	12.489	0.0091	-0.0031	0.0124
Si	0.358	-0.2045	13.6751	0.0036	-0.0058	-0.0219
Si	2.9855	2.4601	13.4076	-0.005	0.0062	-0.0139
Si	-0.2433	-5.2421	13.567	0.0005	0.0029	-0.0174
Si	2.4759	-2.5179	13.6893	-0.0024	0.0029	-0.0226
Si	5.0935	0.1929	13.7135	-0.0032	0.0047	-0.0216
Si	-2.9913	3.1161	13.6484	-0.0014	0.0069	-0.0203
Si	5.599	5.267	13.6515	0.003	-0.006	-0.0171
Si	-2.4664	-3.032	13.7486	0.0033	-0.0025	-0.0201
Si	8.0761	3.6198	30.4926	0	0.0005	-0.0309
Si	2.8146	9.5394	26.2711	0.0039	-0.0149	-0.0334
Si	11.4377	3.3119	27.554	-0.0002	0.0003	-0.0307
Si	4.7124	-1.8401	20.9826	0.0005	0.003	-0.036
Si	11.1815	4.2942	30.5696	-0.0038	0.0039	-0.0315
Si	-1.1223	-2.2879	23.0424	-0.0114	-0.0002	-0.0372
Si	6.9436	5.3124	28.09	-0.0065	-0.0014	-0.0327
Si	1.141	-4.6514	19.4924	-0.0008	-0.0006	-0.0283
Si	-2.6	4.0697	18.727	0.0177	-0.0052	-0.0293
Si	-2.1773	2.7522	21.4225	0.003	0.0056	-0.0304
Si	3.7206	-4.4247	15.8815	0.0009	-0.0049	-0.0237
Si	3.9431	-0.1292	18.7079	0.0051	0.004	-0.0225
Si	-1.9918	-3.9527	19.112	0.0016	0.0011	-0.0288
Si	1.1149	0.7919	18.9641	-0.0097	0.0005	-0.0269
Si	-0.5635	0.2903	16.5129	-0.0024	0.0033	-0.0241
Si	3.1792	1.626	27.0963	0.0016	-0.0045	-0.0247
Si	6.0427	-0.0235	16.5504	-0.0026	-0.0032	-0.0179
Si	3.6087	-2.6848	23.7463	-0.002	-0.0009	-0.0313
Si	0.928	-4.1584	23.6143	0.0106	0.0006	-0.0289
Si	7.8681	7.3046	34.6029	-0.0005	-0.0006	-0.0399
Si	13.181	0.4513	29.6732	0.0041	-0.0018	-0.0385
Si	8.8461	7.473	28.0187	0.0029	0.006	-0.0291
Si	10.3331	4.5633	24.987	-0.0011	0.0056	-0.0354
Si	8.0967	2.2526	16.4666	0.0046	-0.0081	-0.0191
Si	3.4862	-3.0256	18.5143	0.0039	-0.0102	-0.0233
Si	2.5264	4.9339	21.9678	0.0096	0.0021	-0.0213
Si	13.134	1.7416	34.6216	0	0.004	-0.0435
Si	2.7123	2.7052	31.747	-0.0112	-0.0018	-0.0393
Si	6.1495	2.647	26.6687	0.0015	0.0003	-0.0393
Si	-2.6312	-2.0374	16.6534	-0.0044	0.0044	-0.0202
Si	10.9725	7.2348	30.1573	0.0033	-0.0093	-0.034
Si	10.6298	9.1932	26.0427	0.0075	-0.0053	-0.0384
Si	1.5625	4.2004	15.6245	0.0042	0.0065	-0.0224
Si	7.5873	0.9554	28.9909	-0.0036	0.0013	-0.0235
Si	5.1923	6.9149	30.0645	0.0031	0.0043	-0.0306
Si	5.3373	-5.1496	22.8813	0.0002	0.0075	-0.0258
Si	5.6349	5.1238	34.6862	0.0031	-0.0081	-0.0392
Si	2.7354	8.5059	29.1744	0.0027	0.0006	-0.0248
Si	-0.4392	0.3705	21.4726	0.0061	0.0015	-0.028
Si	7.3954	3.6787	24.1221	-0.0004	-0.0003	-0.0328
Si	0.4804	2.9546	22.5396	0.0045	0.0084	-0.0251
Si	10.4058	0.5888	28.0219	-0.0021	0.0139	-0.0314
Si	9.3691	8.8532	32.2957	0.0037	-0.0037	-0.052
Si	5.3203	4.326	31.8115	0.0048	0.0045	-0.0566
Si	0.465	3.593	18.278	0.0032	-0.0074	-0.0244
Si	7.2258	9.2077	30.0527	-0.0085	-0.0002	-0.0375
Si	10.873	-0.4326	34.5654	-0.0016	0.0011	-0.0353
Si	7.2971	-3.1391	21.6564	-0.0012	0.0071	-0.0287
Si	6.6472	3.4512	42.1532	0.0074	-0.0015	0.191
Si	9.3675	6.1706	42.1492	0.017	-0.0128	0.1916
Si	6.6712	8.8585	42.125	-0.0193	0.0147	0.1844
Si	9.3996	11.57	42.1415	-0.0105	0.0001	0.1806
Si	12.1269	3.4125	42.1442	-0.011	0.0016	0.1827
Si	3.9656	6.1401	42.1338	-0.0065	0.0093	0.1802
Si	12.0967	8.8848	42.1417	0.0186	-0.0171	0.1898
Si	14.8063	11.6074	42.1445	0.0026	-0.0016	0.1939
Si	8.0181	4.803	43.5096	-0.0449	0.0267	0.2854
Si	10.738	7.5219	43.4977	-0.0242	0.0411	0.3158
Si	8.0301	10.211	43.4787	0.0412	0.0137	0.3656
Si	10.7554	2.057	43.4933	0.0348	-0.0105	0.312
Si	2.6034	4.7827	43.4811	0.0249	-0.0557	0.3776
Si	5.3236	7.5022	43.4885	-0.0245	-0.0518	0.3069
Si	13.4536	10.2437	43.5057	-0.0221	0.0212	0.2678
Si	5.2911	2.0813	43.5004	-0.0255	0.0367	0.3148
Si	1.3552	1.3636	6.955	-0.022	-0.0046	-0.3222
Si	4.0712	4.0814	6.9371	-0.0095	0.0227	-0.3752
Si	1.3647	6.786	6.903	0.035	-0.0336	-0.3581
Si	4.0912	-1.3642	6.9241	0.0251	-0.0259	-0.289
Si	6.8107	1.3524	6.9065	0.0417	-0.0167	-0.3376
Si	-1.3501	4.0746	6.9155	0.0193	-0.0293	-0.303
Si	6.7955	-4.0734	6.9582	-0.0233	0.0292	-0.3087
Si	-1.3694	-1.3529	6.9406	-0.0459	0.0389	-0.396
Si	-0.0173	-0.0005	8.2949	0.001	0.0042	-0.1785
Si	2.7248	2.7221	8.2986	-0.0005	-0.0009	-0.1746
Si	-0.0016	5.447	8.2738	-0.0093	0.0093	-0.1933
Si	2.7253	-2.7421	8.2574	-0.0011	0.0034	-0.1896
Si	5.4717	-0.0094	8.2772	-0.0005	-0.0026	-0.2015
Si	8.1769	2.7009	8.265	0.0021	-0.0006	-0.1913
Si	5.429	5.4334	8.2914	0.0084	-0.0105	-0.1769
Si	8.146	-2.6888	8.3051	-0.0011	-0.0094	-0.178
O	7.8067	-2.6575	15.2229	-0.0083	0.0037	0.0115
O	3.4198	-1.4938	18.019	0.0032	-0.004	0.0084
O	9.6306	3.8836	30.9407	-0.0029	0.0038	0.0169
O	3.6818	7.3718	29.7822	0.0038	-0.0023	0.0115
O	6.7017	6.2521	34.2437	0.0006	0.0004	0.0187
O	-1.3269	-4.1466	14.0977	-0.0084	0.001	0.0075
O	13.4367	7.5234	36.2088	-0.0011	0.0005	0.0048
O	6.7098	4.1601	14.1012	-0.0001	-0.0007	0.006
O	3.0676	-3.1958	15.0518	0.002	0.0002	0.006
O	10.4545	-0.1959	26.6205	0.0008	0.0082	0.0136
O	5.0692	4.3818	33.3906	-0.0006	0.0114	0.0288
O	4.5392	-0.4503	20.18	0.0012	-0.0024	0.0149
O	12.8613	2.7293	27.0113	0.0027	-0.0011	0.0106
O	2.2582	3.1673	14.6482	-0.0037	0.0036	0.0119
O	12.4569	2.9178	35.4954	-0.0133	0.0069	0.0202
O	-1.5483	1.4311	17.1159	0.003	0.0054	0.0077
O	9.7643	0.2798	35.4945	-0.0048	0.0024	0.0222
O	8.7314	4.4037	24.722	0.004	0.0048	0.0076
O	5.3199	10.2323	36.2147	0.0011	-0.0015	0.0008
O	4.9689	-5.0049	15.0336	-0.0025	0.0105	0.0095
O	4.382	5.7891	35.4501	-0.0113	0.0064	0.0263
O	1.8881	3.4409	21.8674	0.0002	0.0003	0.0018
O	8.9771	6.5739	35.5142	0.0123	-0.004	0.0199
O	8.2627	9.4599	31.2772	0.0106	-0.0073	0.0232
O	1.4105	-1.3665	14.1732	-0.0007	-0.0004	0.0077
O	7.5079	3.3394	17.5106	-0.0011	0.006	0.0127
O	-0.0599	0.6381	15.0165	-0.0033	0.0082	0.0171
O	11.5793	3.9542	29.0278	-0.0033	0.0052	0.0258
O	11.6958	0.3246	28.9831	0.0057	0.0052	0.0066
O	7.9522	3.3377	20.1269	-0.0028	-0.0033	0.0216
O	9.8035	8.1564	26.9413	-0.0075	-0.0107	0.0258
O	6.8384	2.5947	25.1993	-0.0073	-0.0044	0.0232
O	7.2074	8.5504	35.4069	-0.0114	0.0105	0.0216
O	0.3407	4.9731	14.9274	0.0039	0.0035	0.0176
O	12.2601	3.5959	31.5416	0.0042	-0.0004	0.0168
O	2.7998	0.2858	26.258	0.0036	-0.0044	0.0174
O	0.4722	-0.0386	20.1921	-0.0067	-0.0006	0.0163
O	-0.9012	-1.0071	22.1147	-0.0043	-0.0045	0.0204
O	-2.2348	2.8383	15.0698	-0.0036	-0.0083	0.0134
O	-1.3623	-1.0931	16.3779	0.0008	0.0002	0.0035
O	4.1919	-3.907	17.3497	0.0052	0.0073	0.0188
O	4.0295	1.3861	14.0616	-0.002	-0.0058	0.0052
O	12.1014	7.9342	29.2302	-0.0063	-0.0039	0.0131
O	12.2128	8.9294	26.0796	-0.0002	0.0061	0.0118
O	-0.7698	3.551	21.6633	0.0055	0.0038	0.0083
O	6.2538	-1.9388	21.4236	0.0001	-0.005	0.0097
O	3.4699	1.067	35.4418	0.0073	-0.0063	0.026
O	7.9683	6.3029	27.3138	-0.0047	-0.0019	0.021
O	13.242	1.318	31.0077	0.0036	0.0107	0.0227
O	2.6349	5.2895	16.1297	0.0026	0.0007	0.0114
O	4.6053	-3.9747	23.7462	0.0028	0.003	0.0167
O	2.035	-3.0193	23.8465	-0.001	0.0019	0.0024
O	-1.7914	1.205	21.1174	0.004	0.002	0.0044
O	8.0292	2.0913	36.2792	-0.0003	-0.0022	0.0108
O	6.9729	-1.1881	17.1924	0.001	0.0005	0.0164
O	1.9027	-4.8878	20.9054	0.0048	-0.0021	0.0203
O	-2.1487	-3.0914	17.7621	-0.0025	-0.0047	0.0132
O	1.3679	4.8115	18.7758	0.0037	0.0054	0.0126
O	4.1491	4.959	22.0488	0.015	0.0019	0.0127
O	7.8009	4.5772	29.2335	0.0023	-0.0066	0.0218
O	4.1198	3.3711	31.2255	0.0011	-0.001	0.017
O	6.9105	1.2455	16.0885	-0.002	-0.0013	0.0077
O	9.008	0.2183	28.7169	-0.0024	-0.0015	0.0051
O	7.7765	2.9115	22.7402	-0.0061	-0.0012	0.0227
O	-0.1101	-3.4742	22.5636	0.0048	0.002	0.0196
O	9.7434	6.834	29.1955	0.0026	0.0026	0.0149
O	0.6468	0.1527	17.5593	0.0069	-0.0016	0.02
O	1.9576	-3.5015	18.7223	-0.0034	-0.0062	0.0067
O	-2.6112	-3.1886	20.3782	-0.0085	0.0041	0.0175
O	3.831	-1.8886	22.3446	-0.0093	0.0009	0.0185
O	-1.0569	4.0425	18.3048	0.004	0.0056	0.0085
O	6.3326	3.9946	35.5897	0.0099	-0.0143	0.0175
O	6.8711	3.8717	31.5629	-0.0072	0.0078	0.0162
O	10.7982	6.1036	24.7265	-0.0037	-0.0047	0.0108
O	5.3826	-0.5386	15.1603	0.0059	-0.0013	0.0111
O	2.7847	9.8494	30.0702	0.004	0.0017	0.0095
O	12.0281	0.6361	34.2073	-0.0022	-0.0029	0.0143
O	2.8883	2.3952	33.3087	0.0001	-0.0082	0.0347
O	7.9476	-5.2518	18.8866	-0.0051	-0.0008	0.0093
O	5.78	6.2291	28.7259	-0.006	0.0044	0.0198
O	1.8896	-5.4179	23.3395	-0.0041	0.0032	0.0163
O	10.516	8.1898	31.373	-0.006	0.0038	0.0204
O	0.424	1.3318	22.4734	0.0003	0.0084	0.0093
O	10.0763	9.0606	24.546	0.0051	0.0054	0.0283
O	6.6479	-0.2195	29.6009	-0.0002	-0.0038	0.0154
O	6.4328	-4.4968	21.8728	-0.0019	-0.0014	0.0069
O	6.2765	4.1908	27.1518	0.0004	0.0081	0.0205
O	0.9709	3.2668	16.7941	-0.0046	-0.0052	0.0229
O	-0.4322	-4.2628	19.4708	0.0009	0.0021	0.0072
O	6.0522	8.205	30.5341	0.0008	0.0015	0.0083
O	3.8367	9.075	25.0915	-0.0034	0.0097	0.022
O	8.5982	7.799	33.255	-0.0107	-0.0083	0.0224
O	10.7381	4.7711	36.2635	-0.002	0.0012	0.0088
O	7.876	8.5428	28.7288	-0.0027	0.0054	0.02
O	4.2964	-3.0386	19.9355	0.0004	0.0067	0.0179
O	11.457	5.8596	30.8214	-0.0067	0.0017	0.0138
O	3.3231	1.1624	28.6375	-0.0017	-0.0009	0.016
O	0.229	3.4608	24.0618	-0.0028	0.0081	0.0181
O	5.0229	0.4936	17.6896	-0.0058	-0.0016	0.0127
O	10.3336	2.1474	27.6653	0.0003	0.0029	0.0097
O	3.2712	8.9187	27.6975	0.0042	-0.0056	0.0275
O	5.1611	5.8172	31.2293	-0.0016	-0.0197	0.0189
O	0.604	2.2982	19.2039	0.0035	-0.0036	0.008
O	7.8993	2.0769	30.0918	-0.0065	0.013	0.0174
O	11.5563	9.2101	35.3726	0.0073	-0.0093	0.0267
O	6.9113	1.6299	27.6796	0.0009	-0.0087	0.0222
O	6.1773	4.7242	23.8322	0.0056	-0.0055	0.0144
O	4.578	2.2515	26.5847	-0.0028	0	0.0035
O	-2.6496	-2.8155	22.9384	0.0065	0.0047	0.0061
O	10.1199	9.9487	33.2242	0.0091	0.0089	0.0287
O	2.7179	0.8738	18.9424	-0.0081	0.0003	0.0053
O	10.7881	4.3508	26.5191	0.01	-0.0005	0.0249
H	8.8409	3.9823	44.442	-0.2588	0.2566	-0.288
H	7.1948	5.6234	44.442	0.3507	-0.3421	-0.2332
H	11.56	6.7003	44.4301	-0.2647	0.2501	-0.2813
H	9.9133	8.3408	44.4301	0.3656	-0.3209	-0.232
H	8.8547	9.3919	44.4111	-0.3701	0.3155	-0.2454
H	7.2105	11.0349	44.4111	0.2574	-0.2546	-0.2815
H	9.9373	2.8825	44.4258	0.255	-0.2647	-0.2891
H	11.5794	1.2374	44.4258	-0.355	0.3416	-0.2444
H	1.78	5.6029	44.4136	0.2557	-0.2598	-0.2841
H	3.4219	3.9576	44.4136	-0.3263	0.3749	-0.2342
H	4.5007	8.3229	44.4209	0.2541	-0.2531	-0.2875
H	6.1425	6.6775	44.4209	-0.334	0.3556	-0.2526
H	14.2768	9.4234	44.4382	-0.2502	0.253	-0.2847
H	12.6325	11.0662	44.4382	0.3407	-0.3552	-0.2407
H	6.1116	1.2583	44.4329	-0.246	0.2573	-0.2813
H	4.4701	2.904	44.4329	0.3344	-0.3635	-0.2291
H	0.5362	2.1883	6.0226	0.3324	-0.3102	0.2733
H	2.1784	0.5433	6.0226	-0.2963	0.2554	0.2868
H	3.2466	4.9004	6.0046	0.3201	-0.3349	0.2735
H	4.8959	3.2626	6.0046	-0.2734	0.2711	0.2914
H	2.1843	5.9621	5.9706	-0.3591	0.3023	0.2469
H	0.5441	7.609	5.9706	0.2761	-0.257	0.2782
H	4.9094	-2.1896	5.9916	-0.3299	0.323	0.2436
H	3.2684	-0.5434	5.9916	0.3055	-0.2421	0.2775
H	5.9887	2.174	5.9741	0.2567	-0.2822	0.2838
H	7.6341	0.5322	5.9741	-0.326	0.3408	0.2431
H	-2.1733	4.895	5.9831	0.2483	-0.297	0.2719
H	-0.5272	3.2539	5.9831	-0.2917	0.3556	0.2458
H	7.6166	-4.8959	6.0258	-0.2403	0.3032	0.296
H	5.9715	-3.2538	6.0258	0.3165	-0.3368	0.2634
H	-2.1879	-0.5278	6.0081	0.3379	-0.3336	0.257
H	-0.5485	-2.1756	6.0081	-0.2813	0.2487	0.3001

Results
free energy: -156496.344 eV
free energy less fixed offsets of H -15.71, O -570.45, Si -639.56 eV per atom: -6.584 eV

The program warned: the cutoff lies below the one the program advises for these potential files; the forces do not sum to zero within the program's tolerance; empty levels may hold ghost states of the PAW files; the exchange-correlation potential is rough where the density is thin.
